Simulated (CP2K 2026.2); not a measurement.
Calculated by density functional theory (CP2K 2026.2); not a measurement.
Periodic cell of 509 atoms, Si360O149, from a study of silicon, its oxide and their interface. The atomic structure is a simulated model.
Doubt: the forces sum to 2.75 eV/angstrom along one axis rather than to zero, so they err by at least 0.0054 eV/angstrom per atom on average; the grid cutoff is modest.

Settings
functional: PBE
method: Gaussian and plane waves
basis set: DZVP-MOLOPT-SR-GTH
pseudopotentials: GTH-PBE
grid cutoff: 300 Ry, relative cutoff 40 Ry
k points: Gamma only
occupations: fixed
spin: none
net charge: 0

Cell vectors (angstrom)
a 16.32 0 0
b 0 16.32 0
c -2.5222 -4.2589 34.2198

Atoms and the computed forces on them: element, x, y, z (angstrom), force x, y, z (eV/angstrom)
Si -0.087 -0.177 1.754 0.274 0.144 0.703
Si -4.763 7.172 -0.922 0.47 -0.234 0.507
Si 1.471 4.344 0.318 -0.082 -0.03 0.169
Si 3.713 3.944 -1.744 0.021 -0.151 -0.029
Si -0.653 -6.134 4.095 -0.138 -0.118 0.612
Si 1.273 -5.24 -3.384 -0.016 -0.052 -0.037
Si 2.482 -1.05 -0.038 0.047 0.102 0.111
Si 1.409 -2.175 27.947 0.006 -0.111 -0.184
Si 3.265 3.225 2.456 -0.227 -0.37 0.45
Si 6.788 6.157 2.292 -0.357 -0.244 0.491
Si 2.188 7.528 4.11 0.012 -0.046 0.013
Si -4.896 -4.992 4.176 0.066 0.061 -0.029
Si -2.663 -3.573 -0.879 -0.025 0.124 0.024
Si -4.879 0.513 4.431 0.055 0.067 0.041
Si -7.155 2.571 -2.144 -0.072 0.113 0.01
Si -4.216 7.638 2.922 -0.03 0.046 -0.065
Si -6.447 -6.626 -0.315 0.011 0.107 0.075
Si -0.843 -6 -1.326 -0.017 -0.004 0.029
Si 0.502 0.484 3.995 0.005 0.023 -0.046
Si 2.248 2.173 4.239 0.015 -0.041 -0.06
Si 0.359 5.871 4.196 0.266 0.143 0.438
Si 3.122 8.454 2.153 -0.282 -0.339 0.532
Si 3.774 -3.629 -3.316 0.082 -0.056 -0.098
Si 3.537 -2.075 4.21 -0.081 0.08 0.661
Si 5.163 -0.358 4.461 -0.016 0.023 -0.075
Si -8.22 2.717 4.049 0.355 0.198 0.385
Si 5.358 5.231 3.94 0.333 0.389 0.183
Si -8.127 8.319 4.054 -0.022 -0.161 0.76
Si -10.468 -3.516 -1.011 -0.025 -0.061 0.242
Si -8.653 -3.276 4.366 -0.123 -0.029 0.555
Si -4.025 -1.423 5.468 0.001 -0.043 -0.009
Si -3.25 2.294 4.275 -0.078 -0.144 0.643
Si -5.446 5.673 3.918 0.025 -0.113 0.059
Si -2.458 8.49 4.318 0.041 0.029 0.004
Si -5.619 -6.666 2.657 0.753 -0.172 0.332
Si -1.439 -4.194 5.288 0.014 0.028 -0.108
Si -1.323 1.352 5.33 -0.009 -0.06 -0.024
Si 1.309 4.029 5.4 0.015 -0.007 0.015
Si -1.317 6.849 5.546 0.012 0.002 0.048
Si 1.243 9.364 5.334 -0.017 0.013 -0.077
Si -3.188 -3.17 4.022 -0.004 -0.017 -0.007
Si 1.5 -1.286 5.256 -0.001 -0.032 -0.088
Si 3.991 1.307 5.591 0.025 0.017 -0.015
Si 6.764 4.06 5.445 0.038 0.005 -0.038
Si 4.032 6.674 5.325 0.036 0.026 -0.049
Si 6.829 9.568 5.491 0.013 -0.05 -0.002
Si 4.136 12.386 5.563 -0.072 0.027 -0.05
Si -9.508 -1.472 5.652 0.026 -0.028 0.012
Si -6.8 1.407 5.436 -0.082 0.012 -0.032
Si -4.186 4.176 5.366 -0.051 0.018 0.006
Si -6.841 6.843 5.405 -0.029 0.057 -0.045
Si -3.993 -6.651 5.632 -0.079 -0.065 -0.022
Si -6.736 -4.126 5.452 0.029 -0.025 -0.008
Si -5.213 -0.307 2.339 0.215 0.272 0.547
Si -2.587 -0.081 6.759 0.008 0.052 -0.038
Si -0.094 2.751 6.789 0.008 0.013 -0.041
Si -2.741 5.431 6.759 -0.001 -0.032 -0.011
Si 0.019 8.16 6.936 -0.01 -0.01 0.026
Si -2.648 -5.352 6.968 0.015 0.024 0.004
Si 0.047 -2.747 6.535 -0.022 0.024 0.001
Si 2.665 -0.052 6.925 0.069 -0.031 -0.022
Si 5.417 2.71 6.818 -0.029 0.008 0.02
Si 2.751 5.327 6.78 -0.024 0.033 -0.003
Si 5.372 8.138 6.679 0.017 -0.056 0.011
Si 2.659 10.854 6.623 0 -0.031 0.016
Si 5.45 -2.73 7.071 0.022 0.014 -0.009
Si -8.108 -0.008 6.813 0.035 0.014 0.029
Si -5.516 2.833 6.808 0.052 -0.004 -0.042
Si -8.192 5.469 6.77 0.002 -0.008 0.001
Si -5.447 8.194 6.786 -0.028 0.018 -0.036
Si -8.052 -5.508 6.877 -0.008 0.032 -0.007
Si -5.478 -2.674 6.833 -0.007 -0.029 -0.034
Si -1.25 -1.425 8.095 0.036 -0.039 0.017
Si 1.293 1.381 8.169 -0.011 -0.022 -0.032
Si -1.412 4.091 8.168 -0.028 0.008 0.028
Si 1.407 6.735 8.163 -0.009 0.021 -0.024
Si -1.326 9.544 8.265 0.021 -0.015 0.006
Si 1.339 12.227 8.025 0.007 0.013 0.018
Si 4.047 -1.352 8.305 -0.002 0.006 0.031
Si 6.801 1.343 8.147 -0.013 -0.013 0.002
Si 4.083 4.043 8.203 -0.003 -0.018 0.033
Si 6.747 6.823 8.103 0.019 -0.011 0.018
Si 4.032 9.515 8.05 0.012 0.008 -0.016
Si 6.872 12.174 8.242 -0.005 -0.01 0.01
Si -6.794 -1.339 8.218 -0.019 0.029 0.019
Si -4.05 1.367 8.042 -0.053 -0.003 -0.049
Si -6.849 4.14 8.196 -0.023 0.006 0.001
Si -4.076 6.816 8.122 -0.002 0.011 0.007
Si -6.749 -6.837 8.247 -0.004 -0.022 0.029
Si -4.091 -4.012 8.216 0.011 0.007 -0.033
Si 0.001 -0.026 9.523 -0.003 -0.02 -0.007
Si 2.695 2.699 9.532 0.021 -0.01 0.014
Si -0.006 5.426 9.513 0.005 -0.019 0.021
Si 2.737 8.153 9.488 0.008 0.008 -0.005
Si 0.046 10.925 9.533 -0.001 0.032 -0.005
Si 2.667 -2.779 9.52 -0.012 -0.015 -0.016
Si 5.447 0.023 9.569 0.007 0.021 0.009
Si 8.139 2.727 9.52 -0.004 -0.007 -0.008
Si 5.443 5.445 9.511 -0.011 0.036 -0.001
Si 8.134 8.133 9.518 -0.017 -0.009 -0.007
Si 5.422 10.819 9.493 -0.008 -0.013 -0.01
Si 8.178 -2.721 9.57 0.01 -0.007 0.001
Si -5.396 0.044 9.489 0.014 -0.018 -0.005
Si -2.751 2.705 9.498 0.023 -0.011 -0.014
Si -5.44 5.477 9.519 0.014 0.002 -0.011
Si -2.729 8.157 9.533 -0.02 -0.015 0.006
Si -5.41 -5.428 9.562 0.013 -0.006 0.014
Si -2.673 -2.684 9.516 0.004 0.024 -0.006
Si -1.368 1.352 16.337 0.026 -0.021 0.011
Si 1.383 4.093 16.31 -0.007 0.007 0.004
Si -1.33 6.814 16.298 -0.01 0.014 -0.009
Si 1.374 9.493 16.32 0.011 -0.01 -0.007
Si -1.38 -4.066 16.32 -0.01 0.02 -0.001
Si 1.334 -1.371 16.335 -0.004 -0.006 -0.003
Si 4.063 1.377 16.292 -0.018 0.009 0.002
Si 6.802 4.078 16.322 0.003 -0.012 -0.012
Si 4.1 6.778 16.329 0.026 -0.016 -0.01
Si 6.795 9.515 16.354 -0.013 0.011 0.01
Si 4.077 -4.111 16.338 -0.003 -0.004 -0.002
Si 6.818 -1.382 16.282 0.017 -0.003 -0.003
Si -6.8 1.354 16.324 -0.017 -0.006 -0.006
Si -4.047 4.08 16.31 -0.007 -0.004 0.001
Si -6.81 6.816 16.306 -0.002 0.021 -0.006
Si -4.072 9.56 16.302 0.002 -0.01 -0.002
Si -6.798 -4.077 16.326 0.023 -0.006 0.007
Si -4.11 -1.351 16.325 -0.007 0.008 -0.005
Si -2.765 0.003 17.693 -0.013 0.009 0.011
Si 0.022 2.731 17.652 0.002 0.012 -0.008
Si -2.674 5.452 17.648 0.004 -0.004 -0.005
Si 0.021 8.152 17.696 -0.002 -0.01 -0.002
Si -2.732 -5.404 17.702 -0.005 -0.002 -0.001
Si -0.049 -2.717 17.704 0.01 -0.003 -0.001
Si 2.697 0.021 17.649 0.003 -0.013 -0.012
Si 5.427 2.721 17.668 0.022 0.03 0.002
Si 2.766 5.416 17.703 0.007 -0.007 0.005
Si 5.448 8.123 17.712 -0.004 -0.006 -0.01
Si 2.726 10.823 17.698 0.003 0.007 -0.005
Si 5.463 -2.732 17.647 0.011 0.009 -0.023
Si -8.151 -0.044 17.664 0.015 -0.002 -0.004
Si -5.414 2.719 17.655 0.012 0 -0.015
Si -8.164 5.457 17.673 -0.013 0.01 -0.012
Si -5.448 8.201 17.631 -0.026 -0.005 -0.015
Si -8.153 -5.435 17.698 0 -0.006 0.009
Si -5.467 -2.698 17.704 -0.026 -0.001 0.006
Si -1.434 -1.35 19.071 -0.02 -0.044 0.012
Si 1.368 1.392 19.036 -0.014 -0.016 0.002
Si -1.32 4.083 19.013 0.024 0.019 0.004
Si 1.4 6.774 19.046 -0.015 0.028 -0.011
Si -1.337 -6.766 19.028 0.028 -0.008 -0.007
Si 1.318 -4.134 18.997 -0.028 -0.001 -0.015
Si 4.087 -1.349 18.941 -0.001 0.025 -0.017
Si -9.547 1.309 18.961 -0.008 -0.042 0.024
Si 4.131 4.074 19.109 -0.029 0.021 0.005
Si -9.518 6.768 19.101 -0.01 0.015 -0.004
Si 4.086 9.456 19.083 -0.029 -0.023 0.01
Si -9.498 -4.048 19.051 0.015 -0.005 0.006
Si -6.815 -1.356 19.108 0.007 0 -0.01
Si -4.113 1.363 19.078 -0.004 -0.018 -0.016
Si -6.745 4.123 18.967 0.019 0.014 0.01
Si -4.047 6.858 18.927 0.021 0.033 -0.033
Si -6.81 9.496 19.054 0.013 0.006 -0.026
Si -4.117 -4.046 19.075 0.017 0.002 0.005
Si -0.1 0.1 20.349 -0.012 -0.02 0.006
Si 2.8 2.66 20.441 -0.011 -0.016 -0.026
Si 0.104 5.361 20.392 0.011 0.009 0.01
Si 2.707 8.107 20.484 -0.006 -0.025 -0.024
Si -0.003 -5.445 20.46 0.012 0.011 -0.016
Si 2.707 -2.729 20.209 -0.021 -0.001 0.002
Si 5.416 -0.038 20.361 -0.01 -0.016 -0.041
Si -8.128 2.692 20.182 0.015 0.007 0.016
Si 5.467 5.438 20.54 0.02 0.018 0.013
Si -8.122 8.102 20.45 0.011 -0.011 -0.01
Si 5.506 10.832 20.351 0.007 -0.036 0.023
Si -8.195 -2.687 20.5 0.009 0.006 -0.016
Si -5.465 0.012 20.491 0.003 -0.012 -0.019
Si -2.733 2.779 20.356 -0.002 -0.001 -0.031
Si -5.37 5.533 20.291 -0.003 0.001 -0.018
Si -2.717 -8.132 20.317 -0.018 0.013 0.025
Si -5.495 -5.422 20.398 -0.02 0.004 0.002
Si -2.787 -2.702 20.5 0.009 0.029 -0.002
Si -1.426 1.49 21.788 0.005 0.015 0.052
Si 1.478 3.99 21.82 0.001 0.037 0.021
Si -1.318 6.783 21.571 0.016 0.024 0.018
Si 1.333 -6.843 21.848 0.007 -0.018 -0.023
Si -1.389 -4.083 21.822 -0.028 -0.009 -0.027
Si 1.306 -1.357 21.475 -0.002 -0.032 0.017
Si 4.136 1.271 21.831 0.018 0.028 0.019
Si -9.374 3.956 21.665 -0.041 0.009 0.029
Si 4.045 6.784 21.939 -0.013 -0.054 0.035
Si -9.445 9.508 21.779 0.045 0.024 0.029
Si 4.058 -4.099 21.53 -0.012 0.04 0.021
Si 6.725 -1.296 21.841 0.063 0.052 0.027
Si -6.899 1.434 21.713 -0.036 -0.006 0.038
Si -4.038 4.204 21.672 0.003 -0.031 -0.045
Si -6.703 6.753 21.785 -0.059 -0.018 -0.005
Si -4.08 -6.762 21.683 0.071 0.021 -0.011
Si -6.859 -4.106 21.828 -0.001 -0.049 0.04
Si -5.557 -2.718 23.224 0.358 -0.178 -0.23
Si -0.92 -0.792 24.257 -0.029 0.019 0.049
Si 0.05 2.712 23.2 0.009 -0.006 0.021
Si -2.583 5.486 23.034 0.035 -0.018 0.1
Si -0.094 8.051 23.092 0.062 0.027 -0.002
Si -2.759 -5.466 23.164 0.019 0.058 0.016
Si -0.017 -2.564 22.961 0.006 0.044 -0.04
Si 2.61 -0.152 22.966 -0.016 0.038 -0.009
Si 5.919 2.336 23.043 0.173 -0.281 -0.337
Si 2.793 5.274 23.338 0.001 -0.012 0.1
Si 5.315 8.406 23.113 -0.051 0.022 -0.07
Si 2.711 -5.322 23 -0.026 -0.028 0.055
Si 5.284 -2.784 23.011 -0.019 -0.028 0.057
Si -8.623 0.503 23.101 -0.024 0.001 0.003
Si -5.759 3.172 22.867 -0.251 0.137 -0.375
Si -7.547 4.825 22.886 0.049 -0.05 0.012
Si -5.35 -8.136 23.092 -0.003 -0.01 0.084
Si -8.213 -5.462 23.285 0.074 0.008 0.044
Si -4.12 -1.312 21.925 -0.013 0.023 0.048
Si -2.801 0.209 23.233 -0.073 -0.06 0.094
Si 0.902 0.765 24.293 -0.191 0.048 -0.502
Si -0.865 4.537 24.412 0.238 0.252 -0.58
Si 0.894 6.298 24.362 -0.011 -0.048 -0.015
Si -1.885 -7.32 24.356 -0.008 -0.083 0.04
Si 1.65 -3.646 24.192 0.021 -0.007 0.008
Si 3.398 -1.993 24.19 -0.037 -0.08 -0.039
Si -8.799 3.954 27.549 -0.045 -0.036 -0.003
Si 2.39 6.359 28.928 -0.056 -0.019 0.124
Si -10.34 7.492 25.096 -0.161 0.223 -0.552
Si 4.447 -6.08 24.365 -0.012 0.103 0.015
Si 6.241 -4.418 24.397 0.045 -0.01 0.022
Si -7.109 -0.494 24.645 -0.534 0.165 -0.366
Si -4.437 1.233 24.704 0.58 -0.002 -0.391
Si -8.307 5.336 24.981 0.167 -0.23 -0.595
Si -3.542 7.229 24.266 0.195 0.319 -0.619
Si -6.443 -6.566 24.484 -0.358 -0.17 -0.824
Si -4.3 -4.259 24.522 0.165 0.236 -0.72
Si -3.493 -2.963 27.336 0.077 -0.068 -0.003
Si -0.79 2.34 -0.016 0.091 -0.013 0.087
Si -4.064 1.952 27.721 0.006 0.057 -0.106
Si -7.33 -0.176 -3.269 -0.047 -0.02 -0.136
Si -2.484 8.124 -2.831 -0.098 -0.034 0.012
Si 0.454 -6.877 1.407 -0.051 0.038 0.139
Si -9.617 -6.304 -0.022 0.035 0.007 0.1
Si -3.523 6.487 0.997 -0.54 0.551 -0.079
Si -8.179 -7.751 29.095 -0.076 0.09 0.113
Si -9.646 1.235 28.726 0.006 0.022 0.01
Si -7.77 -2.169 -1.168 0.016 0.01 0.078
Si 4.048 3.905 24.964 -0.25 0.277 -0.481
Si -7.71 7.867 26.32 -0.025 0.095 -0.024
Si 2.921 1.321 26.383 0.024 -0.07 -0.064
Si -4.419 -0.931 -4.336 -0.027 0.068 0.033
Si -3.96 6.253 27.28 0.127 -0.14 -0.12
Si 4.005 -3.155 1.229 0.022 -0.034 0.181
Si -1.776 4.018 27.458 -0.002 0.053 -0.093
Si -9.963 -3.471 26.567 -0.2 -0.235 -0.636
Si -7.826 -1.738 1.94 -0.081 0.024 0.204
Si -2.679 -2.071 1.92 -0.089 -0.331 0.708
Si 0.524 -4.262 26.163 0.413 0.1 -0.533
Si -10.107 2.632 -1.471 0.002 -0.038 0.023
Si -5.734 2.187 0.551 -0.007 0.128 0.179
Si 2.727 -7.676 -4.433 0.087 0.075 -0.058
Si -3.206 3.425 1.274 -0.035 -0.02 0.145
Si -7.039 4.255 2.646 0.231 0.031 0.798
Si 3.918 -7.245 26.355 0.211 0.3 -0.494
Si -5.526 -4.212 -2.125 -0.016 -0.096 0.089
Si -1.032 -6.972 26.507 -0.381 0.039 -0.558
Si -10.648 -5.908 28.503 -0.018 0.014 -0.074
Si -5.361 5.036 -3.059 0.011 -0.009 0.07
Si -1.062 -1.802 26.34 0.115 0.384 -0.557
Si -0.445 6.411 1.342 -0.086 -0.05 0.144
Si 2.695 -0.844 -3.129 -0.004 -0.033 0.095
Si 4.234 6.437 -2.928 -0.012 0.093 -0.052
Si -2.239 5.21 -3.731 -0.099 0.111 -0.078
Si 4.836 1.035 0.817 0.357 -0.211 0.51
Si -1.724 -1.747 -3.114 -0.053 -0.071 -0.057
Si 5.918 11.436 4.444 -0.003 0.004 -0.036
Si 4.754 4.936 27.854 -0.062 -0.074 -0.156
Si 5.03 7.342 0.034 0.06 0.006 0.097
Si -2.821 -7.735 28.831 0.083 0.047 -0.028
Si 6.3 0.492 2.583 -0.727 -0.06 0.028
Si 5.155 -5.628 2.417 0.165 0.338 0.522
Si -1.389 2.508 -2.971 -0.022 0.001 -0.04
Si 0.108 0.408 -4.185 -0.031 -0.03 -0.057
Si -5.912 4.333 28.473 0.034 -0.052 -0.022
Si 3.84 2.164 29.076 -0.057 -0.108 -0.087
Si 4.259 1.622 -3.243 0.068 0.014 0.014
Si -8.152 -1.163 27.491 -0.04 -0.012 -0.073
Si 3.945 -1.402 26.33 -0.16 -0.173 -0.614
Si 1.27 7.431 26.359 -0.004 -0.237 -0.626
Si -5.941 -2.46 29 0.036 -0.027 0.085
Si -1.38 1.345 10.859 -0.027 -0.011 0.006
Si 1.346 4.07 10.88 -0.002 -0.006 0.009
Si -1.356 6.797 10.877 0.002 0.006 0.007
Si 1.391 9.525 10.866 -0.002 0.001 -0.003
Si -1.343 -4.061 10.889 0.001 -0.021 -0.006
Si 1.349 -1.385 10.893 0.02 0.014 0.007
Si 4.068 1.367 10.908 0.012 -0.005 0.017
Si 6.795 4.087 10.885 -0.018 -0.001 0.004
Si 4.091 6.808 10.867 0.011 0.004 0.001
Si 6.781 9.491 10.879 -0.002 -0.016 0.007
Si 4.067 -4.122 10.861 0 0.007 0.011
Si 6.798 -1.363 10.906 -0.021 -0.005 0.014
Si -6.788 1.374 10.86 0.007 0.005 -0.003
Si -4.091 4.084 10.867 -0.018 -0.012 -0.008
Si -6.81 6.801 10.892 0 0.014 0.005
Si -4.066 -6.8 10.909 0.002 0 0.015
Si -6.782 -4.078 10.911 -0.008 0.014 0.012
Si -4.046 -1.321 10.861 0.02 0.028 0.006
Si -2.719 0.015 12.253 -0.017 0.004 0.008
Si -0.012 2.702 12.225 0.018 -0.005 -0.012
Si -2.717 5.434 12.235 0.009 -0.007 -0.005
Si 0.01 8.172 12.222 0 0.016 0.004
Si -2.697 -5.433 12.246 0.007 -0.003 0.011
Si -0.006 -2.717 12.273 -0.028 0.021 0.006
Si 2.718 -0.024 12.25 0.019 -0.022 0.003
Si 5.434 2.733 12.246 -0.025 0.012 0.008
Si 2.72 5.444 12.214 -0.002 0.016 -0.003
Si 5.44 8.144 12.252 0.012 -0.02 0.003
Si 2.731 -5.459 12.26 0.011 -0.029 -0.005
Si 5.42 -2.741 12.233 0.001 0.005 0.005
Si -8.145 0.006 12.232 0 -0.014 -0.001
Si -5.445 2.731 12.238 -0.005 0.013 0.01
Si -8.155 5.432 12.252 0.02 -0.005 0.006
Si -5.449 8.168 12.252 -0.018 0.008 -0.005
Si -8.173 -5.449 12.229 -0.008 0.008 -0.01
Si -5.41 -2.695 12.221 0.013 -0.013 -0.008
Si -1.373 -1.353 13.615 0.004 0.004 0.007
Si 1.345 1.346 13.594 -0.012 -0.003 -0.004
Si -1.349 4.074 13.594 0.004 -0.015 -0.001
Si 1.372 6.805 13.577 0.008 -0.009 -0.015
Si -1.341 9.526 13.602 -0.009 0.002 -0.006
Si 1.362 -4.091 13.615 0.006 0.008 -0.012
Si 4.074 -1.381 13.615 -0.012 -0.001 0.008
Si 6.803 1.362 13.592 0 0.023 0
Si 4.076 4.094 13.59 0.016 0.002 0
Si 6.804 6.795 13.606 -0.011 0.003 0.006
Si 4.088 9.501 13.617 0.012 0.006 0.009
Si 6.789 -4.098 13.594 0.004 -0.01 -0.002
Si -6.786 -1.358 13.586 0.009 0.004 -0.006
Si -4.083 1.373 13.601 0.006 -0.013 -0.001
Si -6.797 4.077 13.614 -0.006 -0.008 0.007
Si -4.078 6.801 13.6 -0.014 0.008 -0.001
Si -6.81 9.531 13.605 -0.003 -0.005 0.011
Si -4.07 -4.062 13.586 0.003 0.007 -0.008
Si -0.012 -0.005 14.972 -0.013 -0.013 -0.001
Si 2.711 2.727 14.93 -0.001 0.005 -0.017
Si 0.021 5.447 14.941 0.017 0.02 -0.006
Si 2.731 8.135 14.965 -0.007 -0.004 0
Si 0.004 10.877 14.985 -0.003 -0.009 0.01
Si 2.712 -2.737 14.988 0 -0.002 0.01
Si 5.443 -0.001 14.953 0.02 -0.009 0.007
Si 8.159 2.714 14.966 0.007 -0.001 0.004
Si 5.447 5.432 14.958 -0.01 0.007 0
Si 8.149 8.174 14.962 0.011 -0.003 -0.001
Si 5.44 10.863 14.974 -0.001 -0.009 0.004
Si 8.172 -2.737 14.93 -0.016 -0.008 -0.013
Si -5.447 0.008 14.953 0.003 0 -0.005
Si -2.704 2.717 14.955 -0.01 0.011 0.001
Si -5.433 5.441 14.968 -0.007 -0.006 0.009
Si -2.713 8.173 14.955 0.012 0.004 0.005
Si -5.438 -5.414 14.944 0.007 0.023 -0.014
Si -2.738 -2.708 14.968 -0.001 -0.005 -0.004
O -4.105 -3.684 -1.585 -0.018 0.149 0.024
O -6.155 5.793 -4.238 0.205 0.416 0.12
O -3.103 2.663 2.685 0.206 -0.142 -0.354
O -6.17 3.668 -2.785 0.162 -0.112 -0.155
O -8.996 7.579 2.879 -0.228 0.311 -0.121
O -1.737 3.48 0.628 0.073 0.337 0.11
O -6.426 3.38 1.406 -0.122 -0.027 -0.437
O 3.047 -2.268 -3.803 -0.17 0.015 -0.612
O -8.442 -2.974 2.765 -0.286 -0.291 -0.685
O -1.883 6.655 -3.113 0.772 -0.161 0.338
O -6.34 -1.468 2.523 0.133 -0.474 0.52
O -7.094 -7.016 3.263 -0.361 0.196 0.211
O -0.264 -5.912 2.5 -0.169 0.281 -0.491
O -0.068 1.955 -3.732 0.341 0.289 -0.164
O -5.014 2.709 24.289 -0.085 0.327 0.197
O -9.825 5.959 24.953 -0.293 -0.249 -0.204
O -6.784 -2.01 24.122 -0.11 -0.207 -0.196
O -0.177 8.004 26.83 0.025 -0.497 0.281
O -6.418 1.942 -0.867 0.036 -0.496 -0.081
O -5.809 -0.607 -3.596 0.095 -0.181 0.293
O -1.364 4.117 -2.932 0.454 0.186 0.375
O -8.801 -0.468 2.077 0.166 0.226 -0.048
O -8.33 4.084 26.003 -0.101 -0.336 -0.101
O -3.914 6.584 25.716 0.071 -0.118 0.292
O -5.675 0.23 24.477 -0.076 -0.237 -0.552
O -4.06 1.229 26.276 0.391 -0.142 0.238
O -4.883 -2.307 27.8 -0.09 0.516 -0.131
O -3.796 4.918 1.413 -0.489 -0.026 0.113
O 4.725 7.651 26.135 -0.188 -0.539 0.238
O -9.947 5.057 27.904 0.185 0.366 0.578
O 2.671 4.557 -0.71 0.203 0.102 -0.215
O 2.788 -1.534 27.451 -0.031 0.533 0.625
O -6.535 -3.954 28.945 -0.228 -0.16 -0.606
O -2.484 -1.713 27.105 -0.203 0.364 0.191
O 1.344 -3.727 27.462 0.165 -0.244 0.415
O 3.174 2.632 25.473 0.074 0.015 -0.365
O -7.111 -1.389 28.709 0.043 0.221 0.612
O 0.022 -6.45 -0.06 0.054 0.198 -0.331
O -5.817 -6.174 1.113 0.301 0.303 -0.238
O -6.694 -7.274 25.937 0.176 -0.049 0.365
O -0.397 5.581 2.742 -0.061 -0.606 -0.159
O -2.721 5.307 27.729 0.155 0.243 0.409
O -3.873 7.626 28.094 -0.619 0.438 0.219
O 5.124 1.184 29.187 -0.272 -0.605 0.455
O -3.695 -3.752 25.945 0.035 -0.193 -0.043
O 1.7 6.361 27.477 -0.221 -0.285 -0.299
O -3.826 -0.923 1.739 -0.163 -0.035 -0.393
O 3.321 2.427 -2.177 -0.362 -0.008 0.036
O -7.468 -0.446 26.218 0.17 0.266 -0.036
O -2.085 -6.784 27.735 -0.099 0.243 0.192
O -7.649 -2.157 0.418 0.154 -0.065 0.104
O 0.147 -1.367 27.333 0.022 0.535 0.294
O 5.232 3.885 -1.147 0.241 0.42 0.225
O 3.695 7.525 0.947 -0.274 -0.42 -0.281
O 1.211 -0.648 0.89 0.023 -0.218 0.219
O -7.322 6.501 25.557 0.597 0.208 -0.193
O -7.429 1.434 -3.263 -0.264 0.085 -0.619
O 1.487 0.794 25.843 -0.466 -0.348 0.342
O 3.921 2.311 1.28 -0.386 -0.078 -0.255
O -7.656 -0.686 -1.775 -0.186 0.388 0.444
O 4.36 -6.526 27.764 -0.207 -0.021 0.163
O -7.134 -6.523 29.009 0.549 0.144 -0.215
O -2.635 2.703 27.856 0.391 -0.274 0.01
O 1.631 -0.094 -4.089 0.243 -0.11 -0.475
O -3.241 -1.228 -3.284 -0.042 0.152 0.383
O 2.127 4.18 1.788 -0.194 0.461 0.39
O 4.547 6.754 -1.379 -0.135 0.111 0.168
O -3.802 8.019 -1.916 -0.075 0.553 -0.06
O -5.831 0.78 1.32 -0.29 -0.119 -0.269
O 0.839 -4.362 -4.663 0.293 -0.019 -0.199
O 3.975 6.113 28.663 0.161 0.643 0.051
O -2.724 2.038 -3.775 -0.27 -0.252 0.42
O -7.518 4.228 28.488 -0.215 0.327 0.293
O -8.375 -0.86 -4.314 -0.575 0.225 0.313
O 5.413 3.216 24.365 0.375 0.104 0.134
O 3.777 -0.111 0.308 0.189 -0.22 -0.33
O -1.198 -1.368 1.922 0.062 -0.194 0.057
O -9.283 1.882 3.081 -0.345 0.117 0.176
O 5.151 -2.384 26.81 0.045 0.068 0.384
O 4.399 4.154 3.14 0.028 -0.132 -0.291
O 0.061 7.902 1.689 -0.013 -0.077 0.286
O -10.012 -4.776 27.532 0.331 -0.268 0.239
O 4.663 -4.314 -4.49 0.47 0.136 0.081
O 3.753 -2.348 2.602 0.069 0.201 -0.23
O -10.266 6.386 0.859 0.056 -0.267 -0.38
O -0.414 4.017 28.335 0.276 -0.22 -0.318
O -5.524 -4.314 -3.741 0.02 -0.741 -0.151
O 4.373 3.601 28.645 0.1 0.037 0.3
O -6.623 -3.112 -1.751 0.055 0.011 0.074
O 4.31 4.796 26.296 0.123 0.489 -0.224
O -9.659 -7.145 28.836 -0.068 0.001 0.041
O 2.118 -0.952 -1.614 -0.449 -0.26 -0.238
O -2.784 -3.061 0.647 0.172 -0.546 -0.198
O -5.396 5.896 -1.694 -0.351 -0.138 0.208
O 2.345 -7.653 26.376 -0.374 0.615 -0.059
O 4.047 -4.727 1.607 -0.425 -0.292 0.044
O 1.576 -6.785 -3.729 -0.645 -0.285 0.002
O 2.826 -2.617 0.261 -0.428 -0.403 -0.214
O -0.783 1.037 0.934 -0.473 0.276 -0.255
O -4.31 0.896 28.927 0.097 -0.283 -0.105
O 3.868 2.157 -4.69 -0.201 0.135 0.157
O -9.833 -5.869 1.52 0.533 -0.072 0.292
O -8.222 5.211 2.027 -0.009 -0.242 -0.684
O -5.883 -5.645 -1.47 0.202 0.035 -0.119
O -5.383 5.573 27.598 -0.381 0.101 -0.398
O -1.704 -2.565 -1.718 0.587 -0.08 0.069
O 2.643 -4.645 -2.792 0.164 -0.102 0.316
O -9.195 -2.754 -1.588 -0.086 0.061 -0.41
O -10.432 1.499 -0.345 0.614 -0.269 -0.22
O 4.676 -3.245 -2.057 -0.094 0.19 0.05
O -5.297 2.992 27.814 -0.501 -0.288 -0.015
O 4.156 -6.904 -4.518 0.236 -0.11 0.305
O -10.523 -7.599 -0.308 0.087 0.068 -0.133
O -3.813 4.878 -3.514 -0.053 -0.194 -0.173
O 5.416 -2.897 0.439 0.303 0.578 0.313
O 2.058 -6.801 1.535 0.198 0.34 0.055
O -5.413 -5.385 24.898 0.042 0.164 0.517
O 0.681 2.994 -0.102 0.204 -0.203 -0.155
O 0.522 5.651 0.297 0.047 0.394 -0.666
O -1.376 1.944 -1.461 -0.127 -0.528 -0.024
O -0.857 -3.403 26.051 -0.412 -0.327 -0.259
O -8.655 -2.614 26.99 0.454 -0.292 0.134
O -4.185 2.584 0.307 0.151 -0.072 -0.783
O 2.789 1.655 27.955 -0.488 0.016 0.235
O 4.043 0.041 -3.099 0.377 -0.565 0.007
O -5.998 8.161 -0.555 -0.521 -0.384 0.126
O -1.383 -7.312 -2.078 0.235 -0.297 -0.213
O -10.521 1.988 -2.907 0.57 -0.077 -0.568
O -8.58 3.128 -1.594 0.022 0.328 0.165
O -2.054 -5.064 -0.845 -0.085 -0.256 0.475
O -9.151 -7.946 25.772 -0.04 0.711 -0.089
O -1.363 4.034 25.895 -0.111 -0.394 0.367
O -10.158 -5.099 -0.951 -0.142 -0.187 -0.394
O -1.186 -2.656 -4.331 -0.254 -0.017 -0.055
O -1.914 6.58 0.697 0.024 0.148 -0.337
O -9.315 -0.188 28.039 -0.397 -0.332 -0.279
O 4.149 0.235 26.229 0.532 0.324 -0.209
O -2.874 -7.511 -4.234 0.095 0.302 0.12
O 3.722 4.908 -3.036 -0.037 -0.204 -0.363
O 0.09 -5.146 -2.31 -0.217 0.323 0.252
O -9.388 2.457 27.699 -0.081 -0.138 -0.35
O -0.756 -0.459 -3.121 -0.037 0.352 0.619
O -10.701 6.563 -3.736 0.394 -0.227 0.157
O 4.409 -7.042 2.721 0.388 -0.321 0.645
O -8.057 -6.57 -0.297 0.034 -0.314 0.164
O 3.052 7.351 -3.535 -0.256 -0.302 -0.147
O -2.945 -3.96 28.503 0.146 -0.551 -0.136
O 0.061 -5.776 26.421 0.196 -0.184 0.08
O -7.784 7.572 27.895 0.321 -0.371 0.436

Results
total energy: -103846.924 eV
total energy less fixed offsets of O -438.25, Si -107.07 eV per atom: -2.474 eV
